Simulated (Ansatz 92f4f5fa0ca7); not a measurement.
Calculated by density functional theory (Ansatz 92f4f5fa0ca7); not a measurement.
Periodic cell of 227 atoms, Si136O81N10, from a study of silicon, its oxide and their interface. The atomic structure is a simulated model.
This geometry differs little from another in the collection (a relaxation step or a small displacement).

Settings: functional r2SCAN; potential files Ansatz PAW; basis plane waves; wave-function cutoff 800 eV; density cutoff ratio 5; exchange-correlation grid ratio 1; k mesh 1 x 1 x 1, shifted by 0.5 0.5 0 of a step; self-consistency stop 1e-10 eV per atom in the density residual; occupations fixed; spin none; net charge 0.

Cell vectors (angstrom)
a	10.88	0	0
b	0	10.88	0
c	0	0	32.9183

Atoms and the computed forces on them: element, x, y, z (angstrom), force x, y, z (eV/angstrom)
Si	0.3002	-0.4425	-0.1518	-0.0145	-0.028	-0.0774
Si	2.9864	2.2333	-0.282	-0.0018	-0.0293	-0.0961
Si	-0.3829	5.5831	0.0438	0.0037	-0.0011	-0.0599
Si	2.6213	8.2853	0.1684	0.0265	-0.0026	-0.0215
Si	5.1124	0.0597	0.3114	-0.0021	-0.0137	-0.0237
Si	7.9882	2.8095	-0.0697	0.017	-0.0075	-0.0512
Si	5.7801	5.0492	-0.266	0.0112	-0.0065	-0.0787
Si	8.4298	7.9249	-0.0451	0.0176	0.0049	-0.0724
Si	1.328	1.2813	1.1231	0.0037	0.005	0.0281
Si	4.1051	3.9446	1.0066	-0.0118	-0.0019	0.0214
Si	1.3361	6.6786	1.2548	-0.0031	-0.0014	-0.0011
Si	3.9385	9.4967	1.6433	-0.0181	-0.0018	-0.0135
Si	6.7832	1.3307	1.2985	0.0025	-0.0007	0.0027
Si	9.4016	4.0298	1.3574	-0.0077	0.0094	0.0034
Si	6.772	6.7261	1.1381	0.0089	0.0086	0.0204
Si	9.573	9.4563	1.273	0.003	0.0074	0.0069
Si	0.0037	2.6575	2.544	-0.0042	-0.0044	-0.0075
Si	2.5539	0.044	2.7724	0.0076	0.0058	-0.0223
Si	0.0205	8.0907	2.6607	0.0024	-0.0044	-0.0168
Si	2.7732	5.3073	2.4887	-0.0103	0.0099	-0.0021
Si	5.3975	2.7098	2.5926	0.0081	0.004	-0.0153
Si	8.1854	-0.0424	2.5894	0.0078	-0.0008	-0.0038
Si	5.4664	8.0604	2.6301	-0.0045	-0.0033	-0.0077
Si	8.0716	5.439	2.6605	-0.001	-0.0103	-0.0107
Si	1.3925	4.0116	3.8992	0.0083	-0.0039	0.0008
Si	4.0488	1.3732	3.9856	-0.0149	0.0009	0.0086
Si	1.2885	9.4836	4.0676	-0.0071	-0.0035	0.0079
Si	4.0807	6.6997	3.9332	0.0091	-0.0092	0.0076
Si	6.7332	4.0632	3.9862	0.0029	0.0012	0.0056
Si	9.5286	1.324	3.9522	-0.002	0.0063	0.0093
Si	6.8295	9.4629	3.9468	0.0032	-0.0044	0.0104
Si	9.4972	6.765	3.9843	-0.003	0.0065	0.0066
Si	-0.0485	-0.0166	5.3834	-0.0028	-0.0013	0.0029
Si	2.7166	2.7127	5.35	0.0006	0.0054	0.0039
Si	0.0283	5.3976	5.2705	-0.0063	-0.0055	0.004
Si	2.7481	8.1191	5.3031	-0.0045	0.0007	0.0084
Si	5.4434	-0.0222	5.2723	0.005	0.0005	0.0019
Si	8.155	2.7121	5.2966	0.0006	-0.0044	0.0052
Si	5.4202	5.4063	5.3645	-0.012	0.0032	0.0021
Si	8.173	8.1454	5.3484	0.0013	-0.0017	0.0021
Si	1.3532	1.3504	6.6932	-0.0061	-0.0004	-0.0037
Si	4.0667	4.0643	6.7135	0.0054	-0.0002	-0.0037
Si	1.3647	6.7797	6.6494	0.0038	0.0038	0.0039
Si	4.0976	9.5189	6.6562	-0.0091	0.0018	0.0008
Si	6.7934	1.3396	6.6495	0.0047	0.006	0.0028
Si	9.5395	4.0719	6.6565	0.0013	0.0003	-0.0005
Si	6.8054	6.7854	6.6854	0.0029	-0.0051	-0.0059
Si	9.5007	9.5056	6.729	0.0013	-0.0058	-0.0009
Si	0.0153	2.7322	8.0398	-0.0087	0.0075	0.005
Si	2.7146	-0.0106	8.037	0.0058	-0.0078	0.0057
Si	0.0352	8.1586	8.0389	-0.0007	-0.0023	0.0015
Si	2.7174	5.4464	8.0258	-0.0102	-0.0028	0.0009
Si	5.4446	2.698	8.0365	-0.0062	-0.0079	-0.0015
Si	8.1581	0.0178	8.0357	-0.0055	0.006	0.0026
Si	5.4684	8.1818	8.0114	-0.0021	0.0029	0.001
Si	8.2213	5.4703	8.0372	0.0063	-0.0023	0.0039
Si	1.3646	4.1138	9.4014	0.0099	-0.0085	-0.0027
Si	4.0459	1.3639	9.4059	-0.0029	0.0152	-0.0074
Si	1.358	9.5265	9.4312	-0.0081	-0.001	-0.0019
Si	4.0536	6.8609	9.3278	0.0033	-0.0064	-0.0076
Si	6.845	4.0862	9.3351	-0.0059	0.0071	-0.0099
Si	9.5436	1.3637	9.3832	0.0048	-0.007	-0.0054
Si	6.856	9.5064	9.3808	0.0168	-0.0118	-0.0012
Si	9.5967	6.8329	9.448	-0.0065	0.0026	0.0022
Si	-0.009	0.019	10.8029	-0.0025	-0.003	-0.0148
Si	2.6804	2.7646	10.789	0.0063	0.0061	-0.0201
Si	0.0999	5.4919	10.8285	-0.0094	0.0054	-0.0126
Si	2.7003	8.1425	10.78	-0.0124	0.0223	-0.0078
Si	5.4326	-0.0544	10.6553	-0.0093	0.0083	-0.0189
Si	8.2285	2.7618	10.7108	0.0114	-0.0098	-0.0205
Si	5.4765	5.5279	10.5791	0.0113	-0.0032	0.0107
Si	8.289	8.2567	10.8112	-0.0019	0.0075	-0.0094
Si	1.2769	1.4023	12.183	-0.0126	-0.0116	0.0013
Si	4.1059	4.2584	11.9438	-0.0003	0.0003	0.0189
Si	1.417	6.8504	12.3046	-0.0039	-0.0018	0.0057
Si	4.1207	9.4718	12.0481	0.0123	-0.0296	0.0197
Si	6.7951	1.3483	11.8882	0.0057	-0.0169	0.0242
Si	9.6158	4.1054	12.1082	0.0078	0.0027	0.0237
Si	6.8619	6.8263	11.9485	0.0142	0.0039	0.0071
Si	9.5946	9.6273	12.3473	-0.0034	-0.0043	0.0082
Si	-0.0773	2.7902	13.6767	-0.0185	0.0204	-0.0077
Si	2.8064	0.015	13.3306	-0.0096	-0.0026	0.0127
Si	0.1317	8.207	13.8224	0.0037	0.0101	-0.0088
Si	2.9317	5.5254	13.5821	0.0122	0.0072	-0.0061
Si	5.5192	2.8384	13.0634	-0.0051	0.0226	0.0138
Si	8.0218	0.2306	13.5083	0.0088	0.0328	-0.0076
Si	5.5494	8.1358	13.3626	-0.0348	-0.0017	-0.02
Si	8.2096	5.4952	13.3276	-0.0329	-0.005	-0.0102
Si	1.8181	3.8305	14.7213	-0.0341	0.0106	0.091
Si	4.0482	1.6793	14.3715	0.0348	-0.0044	0.0317
Si	1.714	9.6911	14.9878	0.0229	-0.0015	0.0697
Si	4.8287	6.4361	14.8487	0.0627	0.0361	0.0671
Si	6.8211	4.0603	14.5654	0.0262	-0.0241	0.0116
Si	8.8384	1.9098	14.9868	-0.0146	-0.0249	0.0677
Si	6.9035	9.4613	14.7516	-0.049	-0.0371	0.0186
Si	9.09	7.0969	14.8073	-0.0492	-0.0269	0.0281
Si	0.3203	6.1414	18.8706	0.0081	0.0122	0.0453
Si	5.4736	0.4019	16.843	0.0051	0.0145	0.1041
Si	7.247	2.7275	17.4739	-0.0194	0.0081	0.1214
Si	5.8894	8.2622	17.2002	0.005	-0.0329	0.054
Si	5.3277	3.6437	19.6825	-0.0047	0.0086	0.0457
Si	9.3237	4.1216	19.0678	0.0008	-0.0028	0.0469
Si	2.6074	4.6288	19.5934	0.0007	0.0123	0.0572
Si	14.2701	-1.2848	17.6141	-0.0105	-0.0007	0.0714
Si	10.7616	11.5997	16.7909	0.0193	0.0162	0.0856
Si	0.0518	4.8826	21.2984	0.0038	-0.0076	0.0296
Si	0.457	9.7743	29.8074	0.0046	-0.0174	-0.0708
Si	9.3318	6.4569	25.7159	0.0051	-0.0095	-0.0254
Si	1.1049	3.5731	17.5123	-0.01	0.0038	0.0859
Si	3.2459	1.641	18.8548	0	0.0239	0.071
Si	1.0986	-0.4858	19.1532	-0.0045	-0.0044	0.0561
Si	-2.3474	9.0361	26.9051	0.0017	-0.0001	-0.0331
Si	10.6964	10.1467	21.7957	-0.0069	0.0092	0.0278
Si	13.3845	0.7516	22.8096	-0.0004	-0.0088	0.0071
Si	10.9077	8.2528	24.0651	0.0011	-0.0016	-0.003
Si	8.6525	6.7244	17.7728	0.0101	-0.0055	0.0702
Si	2.5753	-6.9381	22.6061	0.0106	0.0008	0.0207
Si	0.6323	5.518	24.134	0.0042	0.004	-0.0019
Si	5.0061	1.1369	21.3351	0.0084	-0.0187	0.0503
Si	8.4939	1.6154	24.367	-0.0056	0.0047	-0.0044
Si	11.3387	5.3288	30.2	-0.0064	0.0134	-0.0494
Si	1.5411	2.7218	29.7743	-0.0138	0.0049	-0.0701
Si	5.6002	3.7045	22.5267	-0.0054	0.0001	0.0205
Si	7.4648	11.0625	28.8411	-0.0015	-0.002	-0.0576
Si	10.6711	10.8091	25.5939	-0.0072	-0.0025	-0.0143
Si	7.4384	4.1386	25.073	0.0006	-0.0062	-0.0114
Si	-1.0963	1.2594	30.5801	-0.0042	0.0032	-0.0876
Si	6.5522	9.3095	31.0214	-0.0059	0.0136	-0.0595
Si	17.6002	-0.6996	24.8654	-0.004	0.0067	-0.0134
Si	14.819	0.2528	25.5982	0.0125	0.0057	-0.0209
Si	7.6865	0.1663	22.1308	0.0059	0.0058	0.0134
Si	1.7493	0.6684	27.5791	0.0055	-0.0061	-0.0468
Si	12.961	7.5011	29.4721	-0.009	0.002	-0.0457
Si	10.4016	7.3138	28.4474	-0.0153	0.0035	-0.0404
Si	15.429	-3.7642	30.7419	-0.0055	0.0156	-0.0618
Si	6.3005	12.6783	26.427	0.0042	0.0036	-0.0426
O	1.4903	-1.5444	-0.378	0.0053	0.0119	0.0271
N	-0.1794	-0.1316	31.1016	-0.0043	0.0139	0.0962
O	4.1236	1.0684	-0.5313	0.0033	0.0094	0.0292
O	2.4335	2.5497	31.1197	0.0177	0.0017	0.0857
O	5.7286	-2.756	30.312	0.0006	-0.0072	0.0267
O	-5.7569	-0.8084	25.2044	-0.0006	-0.0031	0.009
O	1.1576	7.2956	28.1251	0.0048	-0.0026	0.02
O	2.1752	1.9476	28.4878	0.0007	0.0104	0.0296
O	6.6257	-0.2128	30.157	-0.0112	-0.0102	0.0382
O	7.9752	-2.1802	31.4935	-0.0051	-0.0114	0.0535
O	9.512	6.78	-0.5022	-0.0071	0.003	0.0343
O	10.846	4.7125	31.6057	-0.007	-0.0077	0.0574
O	6.9263	3.9236	-0.7081	-0.0136	-0.0043	0.0311
O	5.1778	5.7077	31.2583	0.0039	-0.0183	0.0543
O	6.6173	12.0937	27.9167	0.0039	-0.0034	0.0295
O	9.8615	11.6293	24.456	0.0038	-0.0035	0.0025
O	1.4625	4.4509	16.1904	0.0155	-0.0003	-0.0678
O	2.9089	2.639	15.0617	0.0125	-0.0142	-0.0547
O	-1.6136	11.825	16.2526	-0.0149	0.0068	-0.0426
O	0.7443	10.7814	15.7162	0.0059	-0.0315	-0.0526
O	5.1562	7.1434	16.2877	-0.0442	0.0083	-0.0415
O	5.1345	12.0612	15.4772	-0.0398	0.0388	-0.0561
O	8.5722	2.8384	18.433	-0.0016	-0.0087	-0.041
N	6.1317	-1.1352	16.3219	0.0053	-0.0011	-0.0642
N	7.6574	13.9328	15.7735	0.0248	0.0028	-0.1155
O	8.101	8.3776	15.077	0.1117	0.0452	0.0472
O	8.9214	6.2814	16.2293	0.017	-0.0033	-0.0414
O	10.1944	7.2476	18.1818	-0.0206	-0.0017	-0.0277
O	1.9599	5.9759	18.8457	-0.0039	-0.0008	-0.0271
O	-0.1177	10.7946	18.171	-0.0078	0.014	-0.0466
O	6.6377	1.2301	17.6049	-0.0037	-0.0128	-0.0497
O	10.7991	6.2604	20.4457	0.0001	0.0019	-0.0289
O	11.4104	2.1658	17.0002	-0.0062	-0.0169	-0.0403
O	6.2339	3.9233	21.0224	0.0064	-0.0033	-0.0189
O	5.6594	5.0462	15.1605	-0.0203	-0.042	0.0184
O	8.3876	5.4464	18.759	-0.0066	0.0093	-0.0279
O	6.1255	3.6661	18.2539	0.0137	-0.0105	-0.0379
O	4.6451	8.6937	18.1771	0.0179	0.0213	-0.0429
N	4.53	2.096	19.9565	-0.0103	-0.0059	-0.0418
O	4.2072	4.8285	19.7164	0.0005	-0.0049	-0.0246
O	10.5687	5.1167	22.8565	0.0027	0.0052	-0.0063
N	10.8034	4.5277	18.3162	0.0153	-0.005	-0.0383
N	1.7624	4.4508	21.1489	-0.0053	-0.0016	-0.0291
O	18.183	7.6786	17.8479	-0.0097	0.0057	-0.0395
O	2.416	2.3484	22.7099	0.0031	-0.0022	-0.0125
O	2.8732	-1.6702	16.0851	-0.0227	0.008	-0.0643
N	3.954	0.38	17.7514	0.0161	-0.0133	-0.0498
O	1.1303	7.0692	24.0264	0.0038	0.0061	0.0062
O	4.1319	4.3966	22.6025	0.0009	-0.0042	-0.0114
O	9.5117	7.5673	24.5438	-0.001	0.0042	0.0085
O	5.3196	2.1044	22.6195	-0.0025	0.0007	-0.0096
O	10.8836	13.1743	30.0271	-0.0047	-0.0109	0.0284
N	2.4721	3.2282	18.516	-0.0096	-0.0112	-0.0465
O	1.9963	0.8174	19.5208	0.0111	-0.0036	-0.0311
O	-0.734	-4.9725	29.2429	0.006	-0.0081	0.0267
O	2.0978	-1.5767	18.5234	0.0161	-0.0034	-0.0373
O	0.531	-1.3795	24.9723	0.004	0.0058	0.0032
N	7.2577	0.887	25.3236	-0.0041	0.0006	0.0066
O	-4.3511	4.2526	23.7265	-0.0002	0.005	-0.0022
O	7.9767	-5.294	25.5436	0.0014	0.0048	0.0066
O	-1.2649	10.207	26.6443	0.0037	-0.0064	0.0165
O	13.9212	-0.0933	26.9272	-0.0051	-0.0026	0.02
O	11.2802	9.6998	20.3838	0.0064	-0.0058	-0.0265
O	15.6156	1.611	26.0227	-0.0056	-0.0017	0.0135
O	10.6221	16.3291	25.513	0.0024	-0.0003	0.0101
O	-1.1218	3.9129	20.6418	-0.0098	0.0067	-0.0268
O	10.5758	8.7861	22.6117	-0.0018	-0.0026	-0.0075
O	7.4602	-1.8925	25.6864	0.0061	-0.003	0.0092
O	-0.6501	-2.2406	29.3905	0.0172	0.011	0.0308
O	11.6723	0.9828	26.2965	0.0009	0.0038	0.0118
O	8.0137	-9.2818	22.8238	0.0012	0.0011	-0.0063
O	8.7083	3.1598	24.7824	0.0032	0.0044	0.0051
N	9.3131	7.4749	27.1317	0.0019	0.0031	0.0251
O	12.2485	6.5973	30.6232	-0.0033	0.0012	0.0293
O	6.4237	0.3238	21.0966	-0.0063	0.0031	-0.0175
O	14.4958	7.0157	29.4031	0.0101	-0.004	0.0271
O	6.6244	3.3872	26.2705	-0.0002	0.0028	0.0158
O	3.622	-3.1633	31.9264	-0.0188	0.0056	0.0467
O	1.9136	-6.3215	23.9728	-0.0025	0.0027	-0.0012
O	1.0112	-10.6905	22.456	0.001	-0.0016	-0.0074
O	9.1528	10.6395	21.5459	0.0031	0	-0.0116
O	7.1548	10.024	23.3006	0.0025	-0.0008	-0.004
O	7.7179	9.602	28.1784	-0.0052	0.0069	0.0215
O	12.2913	4.2909	29.4091	0.0055	-0.0079	0.0212
O	19.7231	22.639	29.3161	0.0163	-0.0003	0.0417
O	16.6346	9.76	32.3266	0.0003	-0.001	0.0372
O	-2.0111	1.9559	31.735	-0.0197	0.0259	0.0586
O	13.8257	0.3745	24.3276	0.0012	0.0033	0.0064
O	12.7838	-1.8506	29.9783	0.006	0	0.0212
O	11.6524	-0.1931	28.5199	-0.0048	0.0003	0.0313
O	3.714	0.2399	21.804	-0.0004	0.005	-0.0156

Results
free energy: -137052.627 eV
free energy less fixed offsets of N -386.36, O -570.45, Si -639.56 eV per atom: -2.417 eV

The program warned: the cutoff lies below the one the program advises for these potential files; the forces do not sum to zero within the program's tolerance; empty levels may hold ghost states of the PAW files; the exchange-correlation potential is rough where the density is thin.
